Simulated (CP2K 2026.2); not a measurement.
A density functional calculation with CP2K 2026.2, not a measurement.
Periodic cell of 1128 atoms, Si864O264, from a study of silicon, its oxide and their interface. The atomic structure is a simulated model.
Doubt: the forces sum to 3.78 eV/angstrom along one axis rather than to zero, so they err by at least 0.0034 eV/angstrom per atom on average; the grid cutoff is modest.

Settings: functional PBE; method Gaussian and plane waves; basis set DZVP-MOLOPT-SR-GTH; pseudopotentials GTH-PBE; grid cutoff 350 Ry, relative cutoff 50 Ry; k points Gamma only; occupations fixed; spin none; net charge 0.

Cell vectors (angstrom)
a  32.64  0  0
b  0  16.32  0
c  -5.2604  5.9205  38.4944

Atoms: element, x, y, z (angstrom)
Si  31.231  14.3642  2.3037
Si  1.9634  1.3976  2.2702
Si  31.0969  4.2308  2.9207
Si  1.9602  8.1174  1.0475
Si  30.7225  9.8583  2.9904
Si  1.0041  12.3616  2.5072
Si  6.874  0.9857  2.8102
Si  9.5371  3.8605  2.666
Si  5.1908  5.421  2.1263
Si  5.9117  8.5214  1.9585
Si  -0.9155  15.4618  38.099
Si  7.4117  11.9617  2.6455
Si  9.36  15.2189  2.9789
Si  12.751  0.9274  2.671
Si  7.6454  4.2835  0.5306
Si  11.99  6.8361  2.5584
Si  9.4332  10.5555  2.7368
Si  13.2347  11.1182  0.7771
Si  14.4974  15.5665  2.4361
Si  18.0011  1.1548  2.6874
Si  15.0872  3.9796  2.293
Si  18.2601  6.4978  1.7273
Si  15.2257  10.0175  2.4903
Si  18.2693  11.8354  2.4093
Si  20.2603  15.2705  2.7895
Si  23.3084  1.1293  2.7751
Si  20.4789  4.4623  2.8484
Si  23.3533  6.6605  3.0979
Si  19.6584  8.9943  2.206
Si  22.9278  11.7041  2.0469
Si  24.4655  13.6621  4.0755
Si  28.5231  1.6508  2.7376
Si  25.5511  4.5223  3.099
Si  27.9936  7.2211  3.4389
Si  26.3744  8.9152  3.2724
Si  28.9988  11.5865  2.9467
Si  -0.0137  16.4287  4.154
Si  3.232  3.1287  4.2718
Si  -0.0019  5.4614  4.2594
Si  2.2057  7.6943  4.0279
Si  -0.0887  10.8761  4.0391
Si  2.5871  13.5837  3.8347
Si  5.2475  16.2036  4.0135
Si  8.0204  2.6969  4.0082
Si  4.9216  4.8595  4.325
Si  8.3632  8.6657  3.8282
Si  5.7008  10.8005  3.894
Si  8.217  13.5624  4.1608
Si  11.0626  16.3382  4.0806
Si  13.7732  2.6787  3.8619
Si  10.843  5.3356  3.9273
Si  13.422  8.0343  4.0164
Si  11.266  11.4548  4.0517
Si  13.2157  13.2589  4.0902
Si  16.2916  16.3031  3.901
Si  19.1381  2.8028  3.9659
Si  16.2259  5.3997  3.8229
Si  19.7796  8.7497  4.4703
Si  16.6228  11.0144  3.9845
Si  19.1378  13.5283  3.8923
Si  21.7918  16.358  4.1724
Si  24.4398  2.7473  4.1266
Si  21.8667  5.463  4.3936
Si  24.5219  8.14  4.4435
Si  21.4814  10.4522  4.463
Si  25.5924  15.2898  2.7707
Si  27.1963  16.4609  4.0268
Si  29.8455  2.8184  4.2824
Si  27.0137  5.5145  4.6343
Si  29.8473  8.21  4.403
Si  27.2788  10.7781  4.3158
Si  29.9195  13.4604  4.0406
Si  31.1879  1.3543  5.5238
Si  1.3806  4.0271  5.4886
Si  31.2243  6.7641  5.6111
Si  1.2641  9.4399  5.3416
Si  31.3242  12.2661  5.5021
Si  1.3607  14.9373  5.3807
Si  4.1228  1.3396  5.4958
Si  6.7632  4.0173  5.4673
Si  3.9321  6.7124  5.3722
Si  6.9058  9.5649  5.4611
Si  4.0704  12.1605  5.1126
Si  6.7059  14.8944  5.3709
Si  9.541  1.3872  5.3286
Si  12.3123  4.0328  5.2456
Si  9.4622  6.8799  5.1202
Si  12.226  9.6295  5.2932
Si  9.6305  12.312  5.5313
Si  12.2474  14.9106  5.4944
Si  15.0729  1.3945  5.3516
Si  17.682  4.1359  5.2897
Si  14.9051  6.7283  5.3188
Si  17.8036  9.5832  5.4344
Si  15.0101  12.2249  5.2977
Si  17.6556  14.8689  5.2467
Si  20.4166  1.4425  5.4427
Si  23.1426  4.0043  5.648
Si  20.5353  6.8853  5.6363
Si  23.1774  9.5167  5.7343
Si  20.4115  12.2805  5.4613
Si  23.1195  14.9606  5.5161
Si  25.8443  1.4059  5.486
Si  28.4972  4.0868  5.6942
Si  25.7164  6.8345  5.9601
Si  28.5759  9.5509  5.8148
Si  25.8324  12.2612  5.4387
Si  28.5507  14.9643  5.3155
Si  29.8708  16.257  6.8171
Si  0.0003  2.6728  6.8315
Si  29.8869  5.4393  6.9863
Si  -0.0346  8.1792  6.8692
Si  29.9889  10.9648  6.9701
Si  0.0414  13.6202  6.8198
Si  2.7064  16.2973  6.7764
Si  5.5035  2.6402  6.8831
Si  2.6571  5.4372  6.8839
Si  5.4069  8.1305  6.6408
Si  2.7296  10.827  6.5992
Si  5.3634  13.5018  6.6716
Si  8.1546  16.2928  6.6775
Si  10.9065  2.7423  6.6759
Si  8.1476  5.5286  6.6248
Si  10.8459  8.1916  6.5958
Si  8.2398  10.9034  6.819
Si  10.8983  13.6567  6.9254
Si  13.6614  16.3501  6.7092
Si  16.3826  2.7581  6.7274
Si  13.6003  5.3791  6.7084
Si  16.3422  8.1363  6.6464
Si  13.667  10.8521  6.7065
Si  16.2989  13.6156  6.7118
Si  19.0069  16.295  6.6637
Si  21.7216  2.697  6.9283
Si  19.015  5.4823  6.7539
Si  21.8477  8.1468  7.0849
Si  19.0296  10.9706  6.8754
Si  21.757  13.6128  6.8515
Si  24.4862  16.3442  6.8371
Si  27.1574  2.6794  6.963
Si  24.3977  5.3602  7.118
Si  27.1889  8.2052  7.1276
Si  24.5333  10.9584  6.9329
Si  27.205  13.6451  6.7682
Si  31.2927  14.9576  8.1796
Si  1.3637  1.3221  8.1754
Si  31.312  4.0542  8.2297
Si  1.3302  6.815  8.2244
Si  31.3119  9.5444  8.2712
Si  1.4215  12.1967  8.0835
Si  4.0788  14.9047  8.0936
Si  6.8715  1.2942  8.1692
Si  4.0856  4.0499  8.1552
Si  6.7716  6.8029  8.0494
Si  4.0782  9.5065  8.0353
Si  6.7817  12.2398  8.0921
Si  9.4763  15.0046  8.1601
Si  12.2505  1.3717  8.0599
Si  9.5326  4.1426  8.004
Si  12.2194  6.8132  7.9976
Si  9.5593  9.4814  8.1095
Si  12.3079  12.2142  8.1197
Si  14.9754  14.9843  8.0996
Si  17.6959  1.3485  8.0872
Si  14.9698  4.0653  8.096
Si  17.6535  6.8196  8.1109
Si  14.9982  9.4897  8.0681
Si  17.6271  12.2958  8.1708
Si  20.3529  14.9854  8.133
Si  23.1091  1.336  8.2374
Si  20.3518  4.12  8.1826
Si  23.1019  6.7636  8.4465
Si  20.3925  9.578  8.2388
Si  23.1136  12.2808  8.2404
Si  25.853  14.9782  8.1836
Si  28.557  1.2977  8.2348
Si  25.8365  4.0247  8.359
Si  28.5694  6.7979  8.3684
Si  25.8254  9.608  8.3662
Si  28.5574  12.3241  8.2183
Si  0.0062  16.309  9.5472
Si  2.7295  2.6964  9.5194
Si  0.0015  5.4395  9.5851
Si  2.7444  8.1856  9.4934
Si  0.0758  10.8991  9.5464
Si  2.738  13.5655  9.4841
Si  5.4547  16.261  9.4749
Si  8.2143  2.7505  9.4342
Si  5.4573  5.4361  9.4676
Si  8.1459  8.1468  9.4392
Si  5.4356  10.8556  9.4419
Si  8.1247  13.6058  9.4792
Si  10.8828  16.3612  9.464
Si  13.5978  2.715  9.4538
Si  10.8759  5.47  9.4122
Si  13.5965  8.1415  9.4071
Si  10.9188  10.8535  9.4623
Si  13.6275  13.607  9.4734
Si  16.3253  16.3356  9.4728
Si  19.0171  2.7087  9.5026
Si  16.3008  5.4451  9.4706
Si  19.0035  8.1732  9.5182
Si  16.2953  10.8734  9.4832
Si  19.0078  13.6373  9.5212
Si  21.7235  16.299  9.5481
Si  24.4465  2.6697  9.648
Si  21.6755  5.4064  9.661
Si  24.4907  8.1857  9.6858
Si  21.7608  10.9111  9.598
Si  24.4881  13.638  9.5713
Si  27.1965  16.2947  9.6006
Si  29.9383  2.6828  9.5662
Si  27.2055  5.414  9.6719
Si  29.9553  8.1867  9.6396
Si  27.2315  10.9628  9.6337
Si  29.9407  13.6321  9.5786
Si  -1.3295  17.7037  21.8009
Si  1.3902  4.0821  21.8026
Si  -1.3459  6.8064  21.7863
Si  1.3824  9.5217  21.7845
Si  -1.336  12.2453  21.7881
Si  1.3946  14.9867  21.7965
Si  4.1019  17.6937  21.807
Si  6.8087  4.0829  21.7937
Si  4.0828  6.7947  21.7928
Si  6.809  9.541  21.7599
Si  4.0938  12.2649  21.7846
Si  6.8229  14.9745  21.7995
Si  9.5145  17.6751  21.7705
Si  12.2235  4.0343  21.7434
Si  9.5077  6.7807  21.7588
Si  12.2333  9.5143  21.761
Si  9.5133  12.2618  21.7716
Si  12.2264  14.9491  21.7573
Si  14.9174  17.6443  21.7409
Si  17.6632  4.0655  21.7277
Si  14.9296  6.7789  21.7328
Si  17.6676  9.5091  21.7097
Si  14.9324  12.2318  21.7373
Si  17.6438  14.922  21.7529
Si  20.371  17.6793  21.732
Si  23.1187  4.0852  21.7311
Si  20.3819  6.811  21.7251
Si  23.115  9.5092  21.7485
Si  20.3643  12.2247  21.7233
Si  23.117  14.9456  21.7198
Si  25.8531  17.6986  21.7275
Si  28.5941  4.0971  21.7641
Si  25.8392  6.8155  21.7607
Si  28.5761  9.5075  21.7614
Si  25.8242  12.2308  21.7476
Si  28.5887  14.9669  21.7659
Si  -2.7027  16.3392  23.1407
Si  0.0341  19.0582  23.1827
Si  -2.707  5.454  23.1585
Si  0.0244  8.1568  23.1452
Si  -2.7091  10.8646  23.1222
Si  0.0379  13.6131  23.1391
Si  2.7294  16.3608  23.1844
Si  5.4553  19.0563  23.1763
Si  2.7405  5.43  23.1851
Si  5.4511  8.1801  23.1113
Si  2.7314  10.9008  23.1394
Si  5.4426  13.6319  23.1561
Si  8.1782  16.3409  23.1735
Si  10.8946  18.9924  23.1407
Si  8.176  5.4272  23.161
Si  10.8648  8.1446  23.0998
Si  8.1393  10.9211  23.1299
Si  10.8726  13.6162  23.1424
Si  13.5796  16.2868  23.1394
Si  16.303  18.9971  23.0594
Si  13.5857  5.3876  23.0839
Si  16.3038  8.1549  23.0553
Si  13.6053  10.8726  23.1194
Si  16.2714  13.5706  23.1303
Si  19.0236  16.2883  23.077
Si  21.7418  19.0505  23.0693
Si  19.0191  5.45  23.0699
Si  21.7408  8.1586  23.1008
Si  19.0061  10.8657  23.0868
Si  21.7536  13.5683  23.0566
Si  24.4853  16.3231  23.0491
Si  27.2142  19.0596  23.0902
Si  24.4615  5.4571  23.1006
Si  27.2129  8.1598  23.1304
Si  24.4723  10.8632  23.1175
Si  27.1987  13.5945  23.0797
Si  -1.3144  14.9844  24.4835
Si  1.3889  17.7209  24.5876
Si  -1.3254  4.1157  24.5268
Si  1.3683  6.7975  24.5299
Si  -1.33  9.5286  24.4934
Si  1.3842  12.2568  24.522
Si  4.1008  15.0075  24.5329
Si  6.8127  17.703  24.5444
Si  4.1064  4.0807  24.5739
Si  6.7944  6.8246  24.4772
Si  4.1112  9.5502  24.4761
Si  6.7882  12.2803  24.529
Si  9.5592  15.0019  24.5423
Si  12.2249  17.6137  24.5368
Si  9.5564  4.0372  24.5004
Si  12.2228  6.7495  24.4243
Si  9.5046  9.5318  24.4353
Si  12.2389  12.2349  24.4704
Si  14.9295  14.9355  24.5213
Si  17.6309  17.6189  24.4208
Si  14.9567  4.0134  24.4292
Si  17.6325  6.792  24.4181
Si  14.9927  9.5037  24.4556
Si  17.6172  12.1763  24.4659
Si  20.4202  14.9372  24.4053
Si  23.1148  17.6737  24.3868
Si  20.396  4.1137  24.4191
Si  23.081  6.7908  24.4725
Si  20.3812  9.5313  24.4478
Si  23.0721  12.2078  24.451
Si  25.8497  14.9801  24.4091
Si  28.5418  17.7011  24.4752
Si  25.8642  4.1192  24.4313
Si  28.5472  6.7985  24.5229
Si  25.8552  9.5234  24.4858
Si  28.5281  12.215  24.4403
Si  0.0226  16.3227  25.9145
Si  2.7526  19.0771  26.0017
Si  0.0169  5.464  25.9511
Si  2.7689  8.1777  25.8138
Si  0.0092  10.8946  25.8784
Si  2.7639  13.6199  25.8737
Si  5.4243  16.3893  25.9228
Si  8.2246  19.0164  25.9036
Si  5.4833  5.4776  25.8887
Si  8.1354  8.2154  25.8043
Si  5.4226  10.9055  25.8888
Si  8.1495  13.6804  25.8561
Si  10.9243  16.2785  26.0228
Si  13.6481  18.9539  25.8172
Si  10.9096  5.4054  25.8459
Si  13.6279  8.0876  25.7155
Si  10.8817  10.8523  25.7871
Si  13.5573  13.5731  25.8854
Si  16.3244  16.2749  25.8761
Si  19.0099  19.0271  25.661
Si  16.2886  5.4029  25.7638
Si  18.9804  8.1757  25.7458
Si  16.3049  10.8229  25.9232
Si  19.0341  13.5602  25.701
Si  21.7986  16.291  25.7544
Si  24.4764  19.062  25.6918
Si  21.7087  5.456  25.869
Si  24.4744  8.1445  25.7944
Si  21.7182  10.8678  25.8655
Si  24.4673  13.609  25.7038
Si  27.1644  16.3345  25.8221
Si  -2.7354  19.0755  25.8167
Si  27.1548  5.4513  25.8981
Si  -2.6958  8.167  25.8369
Si  27.1939  10.8892  25.8809
Si  -2.7306  13.5896  25.7214
Si  -1.4186  17.7079  27.1843
Si  1.3996  20.4706  27.3718
Si  -1.3792  6.8482  27.2767
Si  1.4363  9.5199  27.1755
Si  -1.4538  12.266  27.1493
Si  1.4229  14.9416  27.2644
Si  4.1179  17.7191  27.3993
Si  6.9303  20.4792  27.2048
Si  4.093  6.8517  27.2282
Si  6.7894  9.5473  27.2324
Si  4.1083  12.2938  27.2856
Si  6.8045  15.0596  27.2608
Si  9.5361  17.6613  27.3703
Si  12.3511  20.3471  27.1592
Si  9.5016  6.8407  27.0996
Si  12.2865  9.4305  27.038
Si  9.5279  12.259  27.1001
Si  12.2712  14.8385  27.4203
Si  14.9478  17.6031  27.2707
Si  17.6849  20.351  27.0475
Si  14.9104  6.7287  27.1329
Si  17.7159  9.4269  27.2668
Si  14.8905  12.2099  27.2366
Si  17.7623  14.8691  27.1288
Si  20.3889  17.705  26.9697
Si  23.1636  20.3633  27.105
Si  20.2725  6.8768  27.1608
Si  23.1385  9.4754  27.1655
Si  20.2802  12.2549  27.1609
Si  23.1779  14.9243  27.1208
Si  25.7381  17.7297  27.1171
Si  28.5626  20.41  27.2202
Si  25.7433  6.8149  27.2577
Si  28.6011  9.5001  27.2048
Si  25.7508  12.3077  27.1372
Si  28.5753  14.9177  27.0826
Si  -2.8042  16.3069  28.4916
Si  -0.0567  19.0309  28.5717
Si  -2.7797  5.5006  28.6367
Si  0.042  8.2383  28.5512
Si  -2.7511  10.9069  28.6038
Si  -0.11  13.6321  28.5022
Si  2.77  16.2489  28.7437
Si  5.6003  19.1838  28.5952
Si  2.7601  5.6119  28.7303
Si  5.5277  8.1152  28.612
Si  2.6114  11.0134  28.5751
Si  5.5534  13.6225  28.623
Si  8.1329  16.3077  28.7862
Si  10.9256  19.1644  28.5733
Si  8.2539  5.5569  28.5958
Si  10.9318  8.1144  28.4035
Si  8.1537  10.9807  28.4807
Si  10.7914  13.4345  28.7004
Si  13.8135  16.0876  28.7517
Si  16.324  19.087  28.4711
Si  13.63  5.3902  28.6138
Si  16.3076  7.9663  28.5241
Si  13.5087  10.7482  28.5122
Si  16.4495  13.4608  28.5
Si  19.1293  16.3477  28.3687
Si  21.7645  18.9707  28.361
Si  18.9551  5.388  28.4691
Si  21.7019  8.1862  28.5332
Si  19.0656  10.8374  28.6623
Si  21.71  13.624  28.4205
Si  24.4325  16.3629  28.5456
Si  27.1541  19.0007  28.4886
Si  24.3588  5.4086  28.6249
Si  27.1891  8.1889  28.5425
Si  24.4128  10.9448  28.5216
Si  27.1378  13.6765  28.4485
Si  -1.2548  15.1656  29.845
Si  1.0264  17.3722  29.8665
Si  -1.4497  20.3786  29.9059
Si  1.3244  7.0045  30.0932
Si  -0.8879  10.015  29.7711
Si  0.7332  11.8332  29.7195
Si  4.1368  14.7686  30.0971
Si  7.0826  18.0712  30.0616
Si  4.457  20.7684  29.9262
Si  6.6969  6.6472  30.0038
Si  3.7152  10.0419  30.3892
Si  7.2284  12.6107  29.9603
Si  8.9724  14.3649  29.9469
Si  12.5973  17.1604  30.3807
Si  10.113  4.7188  29.7301
Si  11.8785  6.4611  29.8135
Si  9.8495  9.8219  29.555
Si  11.6172  11.4513  29.7633
Si  15.7083  15.1305  29.946
Si  17.6598  17.6131  29.6687
Si  15.3754  20.7061  29.9036
Si  17.1322  6.1421  29.8119
Si  15.0453  9.4748  29.7784
Si  17.2849  11.7499  29.9274
Si  20.8154  15.4021  29.6755
Si  22.5192  17.1837  29.7448
Si  20.7966  20.7246  29.5577
Si  22.4036  6.263  29.7176
Si  20.9821  10.0876  29.8291
Si  22.6307  11.9129  29.7344
Si  26.3313  15.5244  29.7117
Si  28.0957  17.2551  29.7654
Si  26.0216  20.5585  29.8294
Si  28.1855  6.5761  29.9654
Si  26.0616  9.8349  29.767
Si  28.2331  12.1058  29.7991
Si  3.5406  17.4961  36.9047
Si  -3.1989  9.826  34.4838
Si  -3.3242  18.2805  31.53
Si  0.0172  9.4153  32.5323
Si  23.9109  6.415  33.8171
Si  10.8136  15.2048  32.1865
Si  10.9737  9.0239  0.7205
Si  15.3986  14.316  34.4488
Si  2.1976  13.2134  31.9401
Si  -0.2452  6.589  33.9526
Si  5.6937  12.703  34.7998
Si  7.0565  12.8861  0.4506
Si  9.8938  17.5454  33.8592
Si  17.1663  5.8493  35.2386
Si  10.6341  20.6855  38.2096
Si  8.0125  8.8191  31.8965
Si  9.8025  8.0646  36.5016
Si  7.0281  17.1594  34.627
Si  15.8233  17.4682  34.6589
Si  16.5076  8.4154  36.2058
Si  22.3426  3.0704  0.6634
Si  25.3982  10.157  0.6675
Si  12.568  13.3681  33.8635
Si  20.1735  14.6773  31.8264
Si  29.5243  16.1024  0.4969
Si  4.2184  14.3885  0.2094
Si  12.598  11.5497  38.1218
Si  29.4358  7.2483  0.0201
Si  11.915  10.7359  32.8049
Si  23.4319  11.2052  33.4085
Si  18.478  5.8487  32.5034
Si  22.6964  12.8678  31.9227
Si  0.0369  5.3315  31.2319
Si  -4.1395  16.7622  35.6621
Si  21.5284  20.7017  38.4182
Si  5.4463  16.5893  32.2878
Si  27.075  4.1425  1.4217
Si  -1.3887  9.3684  36.8948
Si  26.1772  14.6924  35.2832
Si  6.9933  7.0183  36.8528
Si  -4.4417  7.6856  32.9321
Si  25.1186  20.1322  32.7453
Si  2.1118  8.7239  31.5942
Si  2.3411  7.1179  38.4769
Si  -0.0737  13.6919  35.7735
Si  6.1652  11.4627  31.8169
Si  -2.4431  13.8601  31.514
Si  2.2668  6.6411  35.5091
Si  6.8561  20.127  33.9215
Si  15.2337  12.5141  37.0028
Si  11.6868  2.2678  1.0705
Si  9.4155  9.7704  34.2444
Si  9.3156  15.0821  0.6963
Si  13.5013  4.8711  0.7025
Si  8.1254  20.5158  36.5095
Si  25.2969  8.9148  32.5433
Si  17.7829  12.3189  0.1065
Si  10.8015  13.4686  36.4149
Si  21.0229  9.2697  32.9168
Si  18.8131  20.3445  37.0848
Si  21.678  13.8664  0.3135
Si  19.2627  19.3504  31.8433
Si  13.3626  8.0556  32.1063
Si  3.2159  11.3328  34.3047
Si  21.456  6.9945  32.6006
Si  25.0185  11.9872  35.8904
Si  18.8459  9.9193  35.0693
Si  -1.7498  6.3739  36.7205
Si  26.8146  9.4427  36.2478
Si  18.0879  12.2323  36.3963
Si  14.19  18.7643  36.9337
Si  24.9759  15.0897  32.4934
Si  27.7695  19.3007  34.0849
Si  0.2884  3.1952  0.802
Si  28.639  5.9049  1.682
Si  0.9814  15.3918  33.7218
Si  24.4739  15.8533  37.4371
Si  -2.6957  17.7998  38.307
Si  2.4464  5.1641  0.6178
Si  -1.3989  11.924  33.5428
Si  31.5637  9.0173  0.9826
Si  2.3236  19.4814  31.7766
Si  -4.3646  5.5799  35.3772
Si  -2.142  16.0969  33.3732
Si  3.7495  15.1447  2.4575
Si  8.2779  11.7604  36.1245
Si  3.3585  8.4123  33.5284
Si  1.1863  11.1333  36.5971
Si  10.4517  16.1104  38.0783
Si  17.1632  13.6853  32.1799
Si  3.0025  17.8005  34.0057
Si  16.5275  2.9706  0.6683
Si  14.2211  18.9911  32.3536
Si  6.0488  19.0408  38.0785
Si  5.2847  15.2683  36.2567
Si  8.541  19.3049  31.5684
Si  11.6752  5.7986  35.9005
Si  20.6247  17.2068  33.6979
Si  14.4404  6.8672  34.7962
Si  18.5268  17.6056  35.7638
Si  4.9822  6.1979  34.6009
Si  12.187  19.5827  34.5761
Si  25.6177  6.5486  36.3148
Si  18.1158  15.0942  37.3593
Si  19.5885  10.2342  37.8888
Si  21.4597  8.1602  0.9968
Si  22.5837  17.8862  38.4709
Si  23.3218  17.7002  32.7888
Si  -1.3357  17.6663  10.928
Si  1.3878  4.068  10.8967
Si  -1.3354  6.7976  10.9618
Si  1.4098  9.5263  10.9019
Si  -1.3181  12.2492  10.9002
Si  1.3836  14.9294  10.8681
Si  4.1054  17.6447  10.845
Si  6.8265  4.0746  10.8172
Si  4.1065  6.8063  10.8392
Si  6.8001  9.5093  10.8174
Si  4.1016  12.2173  10.8461
Si  6.7962  14.9421  10.875
Si  9.545  17.7214  10.8356
Si  12.2309  4.0984  10.7936
Si  9.5101  6.7928  10.8085
Si  12.2598  9.4936  10.8209
Si  9.5223  12.2263  10.7995
Si  12.2317  14.964  10.8124
Si  14.9451  17.6797  10.8333
Si  17.6477  4.0763  10.85
Si  14.9332  6.8013  10.8213
Si  17.6474  9.5308  10.8697
Si  14.9509  12.237  10.8532
Si  17.6576  14.988  10.8776
Si  20.3795  17.6872  10.8904
Si  23.0836  4.054  10.9732
Si  20.3274  6.8195  10.9374
Si  23.0972  9.5463  10.9793
Si  20.3695  12.2773  10.9007
Si  23.0999  14.9683  10.9238
Si  25.8376  17.6455  10.971
Si  28.5938  4.0407  10.9608
Si  25.8561  6.8047  11.0004
Si  28.582  9.5578  10.9627
Si  25.8384  12.2916  10.9627
Si  28.58  14.9658  10.9552
Si  29.944  16.3244  12.2991
Si  0.0311  2.716  12.2672
Si  29.9436  5.4276  12.3031
Si  0.0476  8.1678  12.2738
Si  29.9679  10.9019  12.2905
Si  0.031  13.6029  12.2653
Si  2.7441  16.3016  12.2234
Si  5.4641  2.7109  12.189
Si  2.7555  5.4464  12.2256
Si  5.4584  8.1587  12.2105
Si  2.7586  10.8852  12.253
Si  5.4459  13.5786  12.2276
Si  8.1722  16.3375  12.1872
Si  10.8944  2.7476  12.1996
Si  8.1671  5.4363  12.1941
Si  10.8735  8.1509  12.1784
Si  8.1643  10.8738  12.1795
Si  10.8689  13.5969  12.1732
Si  13.5851  16.3146  12.1922
Si  16.2885  2.7205  12.2119
Si  13.5788  5.4418  12.1869
Si  16.2826  8.1582  12.2089
Si  13.5859  10.8708  12.2013
Si  16.3043  13.6002  12.2186
Si  19.0171  16.3322  12.2471
Si  21.7256  2.6941  12.3002
Si  18.9818  5.4283  12.2566
Si  21.7209  8.1639  12.2878
Si  19.0122  10.8883  12.2365
Si  21.7405  13.6076  12.2748
Si  24.4619  16.303  12.309
Si  27.2099  2.6992  12.3061
Si  24.4624  5.4326  12.3049
Si  27.2276  8.1799  12.3156
Si  24.4802  10.9076  12.304
Si  27.2164  13.6196  12.3182
Si  -1.326  14.9587  13.6364
Si  1.3955  17.6652  13.6041
Si  -1.3229  4.0713  13.6414
Si  1.4036  6.7954  13.6145
Si  -1.3189  9.5246  13.6353
Si  1.3916  12.2393  13.6179
Si  4.0961  14.9472  13.5933
Si  6.813  17.6807  13.5674
Si  4.1129  4.0728  13.572
Si  6.8135  6.795  13.5697
Si  4.113  9.5139  13.5983
Si  6.8161  12.2238  13.5733
Si  9.5196  14.9607  13.5482
Si  12.2341  17.6828  13.5578
Si  9.5214  4.0857  13.568
Si  12.2204  6.7951  13.5577
Si  9.5179  9.5132  13.5493
Si  12.2172  12.235  13.5506
Si  14.9346  14.9572  13.5693
Si  17.6466  17.6893  13.59
Si  14.9281  4.0821  13.5663
Si  17.6273  6.7998  13.5954
Si  14.9349  9.5178  13.5766
Si  17.6538  12.2447  13.5932
Si  20.3768  14.9731  13.6154
Si  23.1033  17.6706  13.6537
Si  20.3611  4.08  13.6188
Si  23.096  6.8033  13.6365
Si  20.363  9.5348  13.6197
Si  23.1042  12.2563  13.6435
Si  25.8413  14.9644  13.6663
Si  28.5801  17.6746  13.6608
Si  25.8435  4.0741  13.6457
Si  28.5859  6.8007  13.6518
Si  25.8467  9.5372  13.6485
Si  28.59  12.2484  13.6487
Si  0.0374  16.3219  14.9847
Si  2.7543  2.7198  14.9508
Si  0.0395  5.442  14.9827
Si  2.7538  8.1619  14.9712
Si  0.0353  10.8858  14.9908
Si  2.7452  13.6019  14.9753
Si  5.4574  16.3209  14.9404
Si  8.1637  2.7226  14.9327
Si  5.4584  5.4372  14.9433
Si  8.1656  8.1605  14.932
Si  5.4646  10.8775  14.9583
Si  8.1655  13.6025  14.926
Si  10.8713  16.3194  14.9194
Si  13.5797  2.7177  14.9331
Si  10.8696  5.4431  14.9368
Si  13.5724  8.1546  14.9304
Si  10.8644  10.8763  14.9228
Si  13.5729  13.5917  14.9222
Si  16.2896  16.3166  14.9379
Si  19.0038  2.7161  14.9659
Si  16.2769  5.4336  14.9492
Si  19.0011  8.1559  14.9537
Si  16.2921  10.8761  14.9422
Si  19.0141  13.6012  14.9562
Si  21.7376  16.3122  14.9946
Si  24.478  2.7153  14.9953
Si  21.7344  5.434  14.9761
Si  24.4751  8.1635  14.9802
Si  21.7385  10.8833  14.9775
Si  24.4748  13.6005  15.0058
Si  27.2121  16.322  15.0135
Si  29.95  2.7198  15.0006
Si  27.212  5.4397  14.9939
Si  29.9555  8.1639  14.9931
Si  27.2209  10.8868  14.9991
Si  29.9511  13.6068  15.0009
Si  -1.3235  17.6796  16.3492
Si  1.3998  4.0752  16.3303
Si  -1.3246  6.8005  16.3448
Si  1.394  9.5195  16.3406
Si  -1.3283  12.2438  16.3537
Si  1.3927  14.9616  16.3451
Si  4.1053  17.68  16.3171
Si  6.8104  4.0779  16.3092
Si  4.1058  6.7937  16.3244
Si  6.8163  9.5146  16.3166
Si  4.105  12.2381  16.3275
Si  6.8115  14.9596  16.3022
Si  9.5134  17.6744  16.2919
Si  12.2201  4.0744  16.2978
Si  9.513  6.8008  16.304
Si  12.2168  9.5155  16.2931
Si  9.5128  12.2375  16.2943
Si  12.2202  14.9534  16.2873
Si  14.9326  17.6751  16.2982
Si  17.6426  4.0766  16.3129
Si  14.9219  6.7957  16.3044
Si  17.6469  9.5168  16.3093
Si  14.9262  12.2345  16.2935
Si  17.6483  14.9598  16.3049
Si  20.3695  17.6812  16.329
Si  23.1082  4.081  16.3331
Si  20.3703  6.8011  16.3155
Si  23.1099  9.5224  16.3268
Si  20.3748  12.246  16.321
Si  23.1079  14.9596  16.3511
Si  25.8466  17.6858  16.3572
Si  28.5832  4.0835  16.3477
Si  25.8436  6.8054  16.3355
Si  28.5856  9.5219  16.3469
Si  25.8501  12.242  16.3499
Si  28.5851  14.962  16.3578
Si  29.9525  16.3241  17.7083
Si  0.0386  2.7247  17.7008
Si  29.9487  5.4425  17.7019
Si  0.0315  8.162  17.7033
Si  29.9444  10.8825  17.7067
Si  0.0311  13.6075  17.7097
Si  2.7506  16.3304  17.6975
Si  5.4564  2.7217  17.6835
Si  2.7476  5.4396  17.6969
Si  5.4558  8.1606  17.6853
Si  2.7454  10.8858  17.7
Si  5.4581  13.6098  17.6812
Si  8.1603  16.3228  17.6701
Si  10.8622  19.033  17.6596
Si  8.1579  5.442  17.6746
Si  10.8662  8.1594  17.6688
Si  8.165  10.884  17.6777
Si  10.8654  13.5976  17.6593
Si  13.5751  16.3088  17.6542
Si  16.2892  19.0269  17.667
Si  13.5719  5.431  17.6674
Si  16.2863  8.1537  17.6623
Si  13.5721  10.8736  17.659
Si  16.2866  13.5925  17.6533
Si  19.0073  16.3126  17.6737
Si  21.7435  19.0374  17.6797
Si  19.0119  5.4343  17.6655
Si  21.7459  8.1549  17.6687
Si  19.0146  10.8749  17.6636
Si  21.7372  13.5944  17.689
Si  24.4799  16.3193  17.6994
Si  27.2206  2.7261  17.7043
Si  24.4794  5.4426  17.6839
Si  27.2141  8.1601  17.6919
Si  24.4779  10.875  17.6865
Si  27.219  13.5983  17.7046
Si  -1.3273  14.9685  19.071
Si  1.3917  17.6866  19.0681
Si  -1.3225  4.0869  19.0592
Si  1.3841  6.7971  19.0637
Si  -1.332  9.5226  19.0609
Si  1.3887  12.2478  19.0691
Si  4.1101  14.9719  19.0578
Si  6.808  17.6801  19.0493
Si  4.1035  4.0791  19.0591
Si  6.8039  6.7993  19.0502
Si  4.0989  9.52  19.0563
Si  6.8086  12.2489  19.0442
Si  9.5147  14.9596  19.03
Si  12.2141  17.6634  19.0158
Si  9.5089  4.0708  19.0313
Si  12.2144  6.7883  19.0308
Si  9.5196  9.5219  19.0424
Si  12.2158  12.2336  19.0243
Si  14.9309  14.9474  19.018
Si  17.6439  17.6651  19.0314
Si  14.9317  4.0654  19.0235
Si  17.6497  6.7915  19.0168
Si  14.9295  9.5128  19.0221
Si  17.6473  12.2328  19.0109
Si  20.3705  14.9574  19.0347
Si  23.108  17.681  19.0389
Si  20.3802  4.0811  19.025
Si  23.1123  6.8023  19.0312
Si  20.3858  9.5181  19.015
Si  23.1056  12.23  19.0338
Si  25.8537  14.9615  19.0488
Si  28.5915  17.6896  19.0589
Si  25.8518  4.0935  19.0436
Si  28.5772  6.8015  19.0508
Si  25.8474  9.5207  19.0419
Si  28.5801  12.2402  19.0657
Si  0.0262  16.3366  20.4358
Si  2.7481  19.0466  20.4332
Si  0.027  5.4417  20.437
Si  2.7395  8.1595  20.4222
Si  0.0234  10.8842  20.4255
Si  2.7441  13.6244  20.4221
Si  5.459  16.3313  20.4352
Si  8.1583  19.043  20.4144
Si  5.4524  5.4424  20.4271
Si  8.1613  8.1623  20.4051
Si  5.4454  10.8984  20.4104
Si  8.1595  13.6157  20.4077
Si  10.867  16.314  20.3996
Si  13.5759  19.0108  20.3729
Si  10.8655  5.419  20.3977
Si  13.5732  8.1507  20.3839
Si  10.8697  10.8853  20.4112
Si  13.5728  13.5918  20.3822
Si  16.2893  16.2915  20.3906
Si  19.0168  19.0317  20.3675
Si  16.2952  5.4263  20.3765
Si  19.0229  8.1543  20.3564
Si  16.2933  10.8759  20.3747
Si  19.0034  13.5857  20.3748
Si  21.7409  16.316  20.3866
Si  24.4807  19.0487  20.3782
Si  21.7467  5.442  20.3812
Si  24.4797  8.1604  20.3884
Si  21.7452  10.8646  20.3884
Si  24.479  13.5881  20.3757
Si  27.225  16.3233  20.4012
Si  -2.6826  19.0515  20.418
Si  27.212  5.45  20.4137
Si  -2.6976  8.1563  20.408
Si  27.2082  10.8729  20.41
Si  -2.6903  13.602  20.4184
O  31.9443  15.7203  2.8509
O  0.9686  1.2635  3.5411
O  3.0008  2.5632  2.7229
O  1.125  1.8157  0.9482
O  1.0381  6.5915  3.6439
O  2.6129  8.1808  2.5297
O  5.3877  7.0077  1.8871
O  7.4535  8.3585  2.4547
O  2.9785  8.9038  0.1217
O  5.1164  9.5141  2.9931
O  8.8201  4.7857  1.5167
O  12.4128  9.7379  0.8584
O  13.8173  14.1012  2.7777
O  17.0956  6.4034  2.8577
O  18.4619  8.0943  1.5446
O  14.5077  8.6768  2.9734
O  22.0482  10.6413  2.9035
O  23.444  12.8467  3.0661
O  27.1422  10.9687  30.3489
O  4.7178  8.9031  29.8062
O  11.6683  18.3485  29.8019
O  -1.4406  7.8247  37.3985
O  -0.1153  16.284  30.3654
O  7.9673  2.7671  0.0654
O  -4.226  19.0162  32.6423
O  4.3794  11.8896  35.2618
O  -4.0882  7.1268  31.4579
O  3.7007  5.1541  1.5919
O  9.8002  10.0378  1.1985
O  6.1365  7.4966  38.1304
O  14.1211  7.1866  33.2403
O  5.6313  21.1742  33.9982
O  1.5281  14.6079  32.4165
O  3.7354  19.9557  31.1462
O  -0.2111  13.3138  1.904
O  4.6741  11.0864  31.2372
O  8.0966  14.1158  0.2457
O  10.5035  16.1047  33.4808
O  15.2118  18.3082  33.4234
O  15.9069  14.4045  31.4122
O  9.2764  9.2232  30.9718
O  22.5177  1.654  1.4367
O  12.3731  7.0696  31.2699
O  17.8122  20.4663  38.3515
O  17.3535  9.3128  35.1612
O  17.5368  12.2893  31.4467
O  26.2117  14.5895  1.4306
O  22.6804  17.6673  31.3022
O  6.9623  10.0524  32.0039
O  24.2777  7.8665  33.2044
O  17.6381  6.5574  31.3195
O  25.7003  10.5463  35.9513
O  30.0738  5.2579  2.2003
O  25.548  19.8354  31.2135
O  27.091  5.3989  30.2584
O  10.9155  7.7858  1.7593
O  -0.7342  14.9063  36.5977
O  -2.2868  17.3109  32.3166
O  2.5522  19.1833  33.329
O  6.0616  12.2759  33.2522
O  -4.559  9.8083  35.3352
O  8.1428  16.3197  2.9235
O  15.1102  15.5117  0.9176
O  16.5642  11.6852  36.5839
O  0.1354  9.923  36.8619
O  26.7892  8.4877  32.9761
O  29.4752  0.7424  1.7907
O  21.9951  12.3865  0.9093
O  17.4823  1.8071  1.2763
O  1.1491  14.3425  34.945
O  23.6918  14.1563  32.1667
O  21.1313  13.3771  32.1707
O  16.1528  10.6046  30.195
O  6.3888  18.63  34.3398
O  1.1345  12.1935  31.2809
O  6.5309  0.9881  1.1942
O  1.7983  11.6699  1.2421
O  9.3258  18.2401  32.5127
O  -2.808  16.458  34.7918
O  15.564  5.6684  34.9173
O  2.6836  16.3179  1.9757
O  -0.2125  8.1458  33.5249
O  15.1555  13.7549  35.9558
O  13.8745  11.628  37.0821
O  5.5689  5.5365  30.4987
O  7.6673  21.9087  37.1735
O  2.2183  17.6838  37.8259
O  19.5928  15.1413  37.9767
O  11.7195  21.6085  37.4436
O  1.2446  20.6399  31.6262
O  15.7936  15.8768  34.3836
O  28.5402  11.9966  1.4293
O  26.1105  9.1498  1.6837
O  21.4044  4.0014  1.5857
O  12.0205  11.4063  31.3463
O  13.992  14.0916  33.6918
O  9.4492  12.8306  35.8216
O  8.0776  20.5956  34.8964
O  19.9358  18.4947  33.0142
O  27.563  15.431  35.689
O  16.7283  13.5457  0.3384
O  9.6472  20.4256  31.185
O  4.9607  15.3235  31.406
O  1.8777  6.6487  0.3862
O  27.6584  17.9395  34.9406
O  23.892  12.0188  34.7315
O  30.3192  14.7598  0.9962
O  15.9171  9.6136  1.0802
O  12.8951  6.2216  1.3482
O  -1.2296  6.3483  35.191
O  -0.2706  10.7626  33.4177
O  17.8005  16.4562  36.6043
O  9.0482  16.9458  38.0513
O  23.5823  14.6394  38.0865
O  7.4038  20.1008  32.4128
O  -2.9254  14.8225  32.7384
O  -1.9681  9.382  35.4057
O  24.4897  5.646  2.495
O  24.1878  12.1933  37.2436
O  19.0281  11.743  37.6373
O  6.0299  6.9229  35.5802
O  22.2659  9.1575  0.0259
O  10.3761  10.6579  33.2992
O  -2.8547  11.2784  33.8679
O  -2.2986  19.3721  38.2302
O  12.1688  9.9982  38.3669
O  6.8463  12.463  35.9062
O  -1.0816  12.9705  34.7336
O  20.0261  6.2728  32.3947
O  18.0641  13.8368  36.3508
O  26.1634  8.0134  35.9202
O  22.5768  7.3766  1.8722
O  15.0618  8.1738  35.5302
O  3.8321  15.9537  36.498
O  11.3828  12.4241  37.5024
O  1.7094  6.752  37.0238
O  20.4563  20.0601  31.02
O  9.5722  20.1473  37.1075
O  20.7003  9.8527  31.4308
O  27.2472  9.4065  37.7886
O  24.9246  15.4941  35.9332
O  4.8282  18.0881  37.6806
O  23.8547  3.6117  0.4618
O  1.1886  6.0299  34.4745
O  25.9104  14.6003  33.7021
O  14.9452  20.0915  31.3921
O  14.4335  8.7405  31.1011
O  2.5843  8.1304  34.9444
O  13.0756  6.5148  35.5721
O  0.526  8.85  1.0368
O  25.9545  15.0621  31.2245
O  25.8377  16.0071  38.3239
O  20.5626  15.8784  32.8147
O  10.3247  8.2348  38.016
O  16.603  13.5083  33.6929
O  31.6536  3.195  1.7811
O  4.2103  17.1376  33.1627
O  10.3308  2.6561  1.8795
O  19.0362  18.7868  36.732
O  13.6284  17.7942  31.449
O  24.2015  10.969  1.3922
O  19.8386  16.9773  35.0757
O  19.3205  10.5886  2.0841
O  1.7517  18.1015  31.1386
O  3.3824  18.2594  35.4987
O  6.2279  4.468  1.3068
O  14.1022  11.1833  2.1529
O  18.336  20.5523  32.4145
O  23.5931  17.1891  37.4245
O  8.5061  11.1328  37.6115
O  17.2792  6.9985  36.3635
O  11.4104  20.9715  34.8012
O  21.092  10.1518  38.4522
O  -3.34  6.112  36.514
O  -1.0954  9.4825  31.3266
O  11.0861  18.3944  34.5462
O  1.8004  16.7286  34.0291
O  19.557  5.7221  2.3516
O  5.5943  13.5219  0.1288
O  13.2156  19.4794  35.8323
O  24.4653  16.3897  2.2893
O  22.295  6.2991  33.8116
O  8.1904  8.0565  36.5441
O  6.3823  16.4346  35.9264
O  22.3968  6.7256  31.2923
O  30.958  7.5652  0.5454
O  -2.453  19.4229  30.7909
O  24.481  16.5834  32.8436
O  19.5978  9.4851  36.4493
O  -3.7481  13.039  30.9754
O  13.0045  19.6688  33.1821
O  11.7222  17.0634  37.7823
O  17.3463  18.0463  34.7461
O  8.9162  0.2556  0.1625
O  27.742  2.672  1.7096
O  21.0326  14.7831  1.4542
O  25.3009  8.9551  30.925
O  10.2991  9.2198  35.4871
O  3.184  13.6004  30.7221
O  20.2526  21.025  37.4463
O  20.7132  7.1029  0.0189
O  18.5777  14.4806  32.1097
O  26.3007  19.8867  33.802
O  -3.3011  8.7599  33.2855
O  25.1033  6.4431  37.8333
O  19.114  16.3385  2.2912
O  -0.5768  15.7723  33.5495
O  1.2315  4.3874  1.3259
O  10.7113  14.539  0.0738
O  17.8692  6.3666  33.887
O  5.9779  17.6703  31.2248
O  11.6222  13.902  32.6681
O  18.3782  18.3503  30.9353
O  22.2489  19.3521  37.9236
O  2.9036  12.4381  33.1615
O  12.7224  11.7555  33.7694
O  22.7356  21.7891  38.4643
O  26.8232  21.8324  36.0806
O  19.6605  9.4196  33.7887
O  16.6161  16.47  30.1984
O  10.4225  14.8969  37.0454
O  22.196  17.4701  33.9208
O  5.6603  9.1718  0.4865
O  26.1477  13.1495  35.7874
O  14.9905  17.659  36.0435
O  6.667  16.2565  33.3111
O  3.6388  5.7841  35.4225
O  18.7017  11.5455  35.0617
O  4.5733  7.3091  33.4711
O  26.4458  11.1899  0.0591
O  8.6282  17.3142  34.8466
O  12.2192  12.3696  0.7016
O  24.6307  5.3371  32.8607
O  2.3555  11.1035  37.7018
O  12.4136  3.6745  0.7312
O  -1.4584  12.729  32.1421
O  16.36  8.9525  37.717
O  8.2815  10.6768  34.9293
O  22.2105  10.1387  33.6267
O  15.3665  19.7073  37.5721
O  24.7852  10.3906  32.9725
O  3.8235  9.9669  33.6762
O  9.4365  14.7359  31.4827
O  7.3073  7.4746  31.3026
O  11.6758  16.0473  31.1108
O  -4.4324  6.5195  34.052
O  18.0334  20.9373  35.7948
O  12.5283  9.2425  32.8238
O  7.0599  19.3615  36.8794
O  5.5872  14.5169  37.6623
O  -0.6917  5.7639  32.6356
O  -3.6791  17.2742  37.128
O  5.2944  14.2697  34.9852
O  -1.2537  17.0432  38.1734
O  23.9086  19.1525  33.1071
O  -2.3571  10.3304  37.7601
O  0.429  12.5489  36.7878
O  -3.9972  20.3955  34.8985
O  10.3599  6.7178  35.8282
O  -1.0613  21.5684  37.6661
O  8.6627  8.6157  33.3765
O  11.909  13.737  35.2837
O  1.8763  11.0446  35.1474
O  24.3819  6.2227  35.3377

Results
total energy: -208207.741 eV
total energy less fixed offsets of O -438.35, Si -107.03 eV per atom: -9.421 eV

Forces (eV/angstrom), in the order of the atoms: element, x, y, z
Si  -0.2981  -0.2507  0.5432
Si  0.1254  0.0253  0.01
Si  0.2464  0.1729  0.6656
Si  -0.0747  -0.1333  0.2177
Si  -0.0516  0.0108  0.0042
Si  0.1252  -0.104  0.7241
Si  -0.2891  0.4988  0.4772
Si  -0.1045  0.0613  0.6764
Si  0.169  -0.1519  0.5119
Si  0.0245  0.1312  0.1463
Si  0.1454  -0.0355  0.1116
Si  -0.0123  0.0055  -0.0926
Si  0.3743  -0.4265  -0.1593
Si  -0.008  0.0269  -0.0272
Si  -0.0485  -0.0991  0.1297
Si  0.065  -0.1617  0.7323
Si  -0.1136  0.2129  0.3992
Si  0.0496  0.0781  -0.1544
Si  0.0158  0.4593  0.3947
Si  -0.2707  0.1937  0.718
Si  -0.0196  0.0003  -0.2391
Si  -0.1953  -0.4387  -0.5571
Si  0.4536  0.2741  0.474
Si  -0.3553  0.4033  0.1299
Si  0.1161  -0.1924  0.7829
Si  -0.0695  0.2727  0.6639
Si  -0.0598  -0.3165  0.6591
Si  0.0168  0.0946  0.789
Si  0.5045  -0.1684  0.1592
Si  0.0519  0.0005  0.1342
Si  0.3633  0.2592  0.255
Si  -0.195  0.0415  0.6524
Si  0.4039  -0.3374  0.188
Si  -0.036  0.0707  -0.0932
Si  0.1195  -0.1051  0.6974
Si  0.1942  -0.2278  0.5819
Si  -0.0841  -0.1753  0.6668
Si  0.0778  0.1892  0.4434
Si  -0.3584  -0.4162  0.1183
Si  0.114  0.1092  0.6976
Si  0.0456  0.029  -0.0601
Si  0.0098  -0.0319  -0.0808
Si  -0.0243  -0.0443  -0.0653
Si  0.0235  -0.0192  -0.041
Si  -0.0161  -0.0404  -0.0071
Si  0.3228  0.0332  0.4625
Si  0.1152  0.453  0.234
Si  0.0423  -0.1115  -0.0071
Si  0.0131  0.0323  0.0374
Si  -0.0403  0.0197  0.0442
Si  0.0302  0.0539  -0.0455
Si  -0.4009  -0.1972  0.3713
Si  0.0655  -0.0311  0.0329
Si  -0.2398  -0.2246  0.4418
Si  0.0244  0.0099  -0.0261
Si  0.0126  0.0041  -0.031
Si  -0.2549  -0.3622  0.4049
Si  0.035  -0.0609  0.0558
Si  -0.0454  0.0502  -0.0367
Si  0.0103  -0.0002  -0.0619
Si  -0.0001  0.0202  -0.0338
Si  -0.0286  -0.0645  0.0414
Si  -0.0239  -0.0092  -0.0303
Si  -0.0115  0.0569  -0.0882
Si  -0.1448  -0.1051  0.4057
Si  0.0883  -0.1482  0.6644
Si  0.0386  -0.014  0.0153
Si  0.0009  -0.0097  -0.0087
Si  0.0076  -0.1205  -0.0356
Si  -0.0002  -0.0236  -0.0508
Si  -0.0013  0.0131  -0.1097
Si  -0.0047  -0.0049  -0.1351
Si  0.0602  -0.0018  0.002
Si  0.0155  -0.0479  -0.0355
Si  0.0091  -0.0412  -0.0003
Si  0.0183  -0.01  -0.0304
Si  0.0078  -0.0325  -0.0155
Si  -0.0446  0.0066  -0.0079
Si  -0.0289  0.0144  0.035
Si  0.0342  0.0192  0.0053
Si  0.0254  0.0744  -0.0556
Si  0.0198  -0.0064  -0.0024
Si  0.0176  0.0266  -0.0276
Si  0.0399  0.1207  -0.0114
Si  -0.0953  -0.0254  0.0023
Si  0.0162  -0.0331  -0.0287
Si  -0.0128  0.009  0.0538
Si  0.016  0.0271  -0.041
Si  -0.0367  -0.0529  0.0289
Si  0.0033  -0.0471  -0.0008
Si  0.0243  -0.0102  -0.0095
Si  -0.0305  -0.0076  -0.0676
Si  0.0187  0.0038  -0.0338
Si  -0.0124  0.0359  0.0004
Si  -0.0006  -0.0057  0.0108
Si  -0.0117  -0.0088  -0.0003
Si  -0.0018  0.0365  0.0228
Si  0.0305  -0.0231  0.0146
Si  -0.007  -0.018  0.05
Si  -0.0317  -0.0564  0.0196
Si  -0.0158  0.0085  0.0081
Si  0.0281  -0.0139  -0.02
Si  -0.0187  0.0432  0.0158
Si  -0.0312  -0.0262  0.0153
Si  -0.0257  0.0221  0.0003
Si  0.0096  -0.0726  -0.0306
Si  -0.014  0.0085  0.0032
Si  0.0053  0.0056  0.0026
Si  0.0048  -0.0343  -0.0041
Si  -0.0177  0.0328  0.0259
Si  0.0022  0.0155  0.0244
Si  0.0146  -0.0226  -0.0023
Si  0.0087  0.0402  -0.0168
Si  0.0001  0.0223  0.028
Si  -0.0449  0.0008  -0.0111
Si  0.0031  -0.006  -0.0103
Si  0.0158  -0.0262  0.0013
Si  0.0043  -0.0117  -0.0056
Si  0.0113  0.014  0.0017
Si  0.0086  -0.0862  -0.038
Si  0.0192  0.0314  0.0076
Si  0.0288  0.0035  -0.0218
Si  0.0331  0.0021  -0.0141
Si  -0.0516  -0.0142  -0.0195
Si  0.0503  0.0276  0.0179
Si  0.0334  -0.0096  -0.0114
Si  0.0015  0.0052  0
Si  0.0387  0.0051  0.0003
Si  -0.0225  -0.0032  -0.0034
Si  -0.0344  -0.0284  -0.0214
Si  -0.002  0.0387  -0.0222
Si  -0.0382  -0.0092  -0.0035
Si  -0.0017  -0.0083  -0.0391
Si  0.0008  -0.0009  0.0121
Si  -0.0134  -0.025  -0.0304
Si  -0.0395  0.0133  -0.0301
Si  0.0119  -0.0267  -0.031
Si  0.0062  -0.0421  0.003
Si  0.0082  0.0221  0.0004
Si  -0.0067  0.0023  -0.0086
Si  -0.0565  -0.0112  0.0058
Si  0.0064  -0.0082  0.0063
Si  0.0224  0.0325  -0.0267
Si  0.0071  0.0224  0.0073
Si  -0.0122  -0.0118  0.003
Si  0.0003  -0.0143  0.0231
Si  -0.0064  -0.0178  -0.0184
Si  -0.0072  0.0226  0.0057
Si  -0.0202  -0.0423  0.0087
Si  -0.0101  -0.0086  -0.0437
Si  -0.0037  0.0144  -0.0271
Si  0.0435  -0.0199  0.0099
Si  -0.0195  0.0197  0.0084
Si  0.0082  0.0153  0.0096
Si  -0.0002  0.0099  0.0066
Si  0.0079  -0.0019  0.0064
Si  -0.0408  0.0333  0.0199
Si  -0.0231  -0.0149  -0.0001
Si  -0.0179  -0.0003  -0.0298
Si  -0.0057  -0.0119  -0.0332
Si  0.0053  0.0164  0.0135
Si  0.0163  -0.0011  -0.0269
Si  0.0317  0.0111  0.0149
Si  -0.0103  0.012  -0.0034
Si  0.006  -0.0102  0.0059
Si  -0.0046  0.0119  0.0289
Si  0.0154  -0.0101  -0.0117
Si  0.0241  0.0343  0.0105
Si  0.0028  0.0199  -0.0203
Si  0.0171  -0.0029  -0.001
Si  -0.0069  0.0086  0
Si  0.0186  -0.0152  0.0316
Si  -0.0231  -0.0155  -0.0032
Si  -0.0048  -0.0016  0.0197
Si  0.0134  -0.0157  -0.0153
Si  -0.0134  0.012  -0.0118
Si  0.0233  0.0188  0.0173
Si  -0.0062  -0.0255  0.0178
Si  0.0028  -0.028  0.0049
Si  -0.018  -0.0008  0.0157
Si  -0.0113  -0.0015  0.012
Si  -0.0083  0.0136  -0.0031
Si  0.002  -0.0107  0.0052
Si  0.0272  -0.0062  0.0052
Si  0.007  0.0022  0.0061
Si  0.0008  -0.0057  0.0027
Si  0.0254  -0.0071  0.003
Si  -0.0007  -0.0061  -0.0019
Si  0.0182  0.0046  0.0085
Si  -0.0112  -0.018  0.0037
Si  -0.0151  -0.0105  -0.0104
Si  0.0127  -0.0198  0.012
Si  0.0068  0.0029  0.0115
Si  0.0091  -0.0016  -0.0019
Si  0.0016  -0.0016  -0.0109
Si  -0.0187  0.0129  -0.0019
Si  0.001  -0.0002  0.0057
Si  -0.0225  0.0117  0.0059
Si  -0.0063  -0.0044  0.01
Si  0.0138  -0.0057  -0.0034
Si  0.0043  -0.0004  0.0023
Si  -0.0073  -0.0109  0.0017
Si  0.0107  -0.0013  0.0019
Si  -0.0093  0.0075  0.0002
Si  -0.0012  0.0061  -0.0046
Si  0.0064  0.0071  0.0041
Si  -0.0259  0.0233  0.0068
Si  0.0115  -0.0166  -0.0026
Si  -0.0071  0.0001  -0.0094
Si  0.0031  -0.0079  -0.0017
Si  0.0052  -0.0033  -0.0019
Si  -0.0057  0.0188  -0.0123
Si  -0.008  0.0054  0.0214
Si  -0.004  -0.0018  0.0142
Si  0.007  -0.0011  0.0014
Si  -0.0061  0.0207  0.006
Si  0.0044  0.0038  -0.0028
Si  0.0096  -0.0123  -0.0044
Si  -0.0108  0.0041  0.01
Si  0.008  0.0024  -0.0023
Si  0.0034  0.0019  0.0039
Si  -0.0078  0.009  -0.001
Si  -0.0104  -0.0004  -0.0004
Si  -0.0113  0.0032  -0.0064
Si  0.0033  0.0023  0.0006
Si  -0.0021  -0.0074  -0.0037
Si  -0.006  -0.0025  0.0058
Si  0.0102  -0.0173  0.0042
Si  -0.0049  0.0075  -0.0112
Si  0.0021  -0.0095  -0.0079
Si  0.0057  -0.0085  -0.0035
Si  0.0142  0.0002  0.0025
Si  -0.0107  0.0079  -0.0024
Si  0.002  0.0007  -0.0003
Si  -0.0032  0.003  -0.0047
Si  0.0124  -0.0112  0.0096
Si  -0.0034  0.0136  0.0082
Si  -0.0009  0.0004  0.0004
Si  0.0054  0.0089  -0.0007
Si  0.0051  -0.0094  0.0038
Si  -0.0151  0.006  0.0011
Si  0.008  0.0097  0.001
Si  -0.0074  0.0001  0.0005
Si  0.0087  -0.0037  -0.0006
Si  -0.0006  0.0106  -0.0023
Si  0.0003  -0.0077  -0.001
Si  0.002  0.0008  0.0009
Si  0.0096  -0.0051  0.001
Si  -0.0127  0.0127  0.0013
Si  0.0048  -0.0064  -0.0011
Si  -0.0055  0.0082  0.0031
Si  0.0059  -0.0028  0.0069
Si  -0.0156  -0.0096  0.0037
Si  0.0007  0.0001  0.005
Si  -0.0016  0.0064  0.0076
Si  0.0096  0.0114  -0.0078
Si  0.0141  0.0091  -0.0018
Si  -0.0046  -0.0099  -0.0121
Si  0.0181  -0.0042  -0.0009
Si  0.0072  0.0074  0.0045
Si  -0.0013  0.0034  0.0065
Si  0.0108  0.0121  -0.0037
Si  -0.021  -0.0116  -0.0161
Si  -0.0053  0.0196  0.0006
Si  -0.0055  0.0114  0.0054
Si  0.0027  -0.0038  0.0003
Si  -0.0056  0.0096  0.0075
Si  -0.0136  -0.0004  -0.0044
Si  -0.0048  0.0035  -0.0057
Si  -0.0079  -0.0075  0.0031
Si  0.0108  0.01  0.0054
Si  0.0029  0.0113  -0.0111
Si  -0.0032  -0.0233  0.0061
Si  0.0104  -0.0145  0.0022
Si  -0.0113  -0.0064  0.0035
Si  -0.0121  -0.0035  -0.0032
Si  0.0041  0.01  -0.0021
Si  0.0063  -0.0097  -0.0043
Si  -0.0033  0.0096  -0.0064
Si  -0.009  -0.0054  0.0071
Si  0.0049  0.0078  0.0012
Si  0.005  0.0069  -0.0018
Si  0.016  0.0107  -0.0088
Si  -0.0106  -0.0088  -0.0051
Si  0.002  -0.0322  0.0019
Si  0.0091  0.0005  0.0125
Si  0.0008  -0.0027  0.0104
Si  0.0137  0.0153  -0.0057
Si  0.036  0.0133  -0.0055
Si  -0.0038  -0.0075  0.017
Si  0.0122  0.017  0.0103
Si  -0.0188  -0.0067  -0.0062
Si  0.0009  0.0074  -0.006
Si  -0.013  -0.0041  0.0057
Si  -0.0079  0.0097  -0.0126
Si  0.015  0.0029  0.0012
Si  -0.0003  0.0135  -0.0053
Si  -0.0043  -0.0109  0.0006
Si  -0.0005  0.0079  -0.0016
Si  0.0149  -0.047  0.0013
Si  0.0248  0.0002  0.0146
Si  -0.0556  -0.0026  0.0023
Si  0.0027  0.0174  0.001
Si  -0.0202  -0.0257  -0.0055
Si  0.0074  0.0122  -0.0287
Si  -0.0026  -0.009  -0.0104
Si  0.0209  -0.0133  0.0086
Si  -0.0034  -0.0314  -0.0045
Si  0.0251  0.0149  -0.0093
Si  -0.0215  -0.0073  -0.0163
Si  0.0102  0.0225  -0.0059
Si  -0.0138  -0.0117  0.0108
Si  0.0154  -0.0185  -0.0126
Si  -0.0264  -0.0101  0.0008
Si  0.022  0.0396  0.0022
Si  -0.0041  -0.0224  0.0127
Si  0.023  0.02  0.0088
Si  -0.0337  0.0183  -0.0185
Si  0.0078  0.0046  0.0042
Si  -0.0003  0.0093  -0.0022
Si  0.0242  0.0306  -0.0118
Si  -0.0283  -0.0103  0.0051
Si  0.0017  0.0145  0.0021
Si  -0.0191  -0.0339  0.0139
Si  0.0011  -0.0105  0.0269
Si  0.0022  -0.0022  0.0011
Si  -0.0162  -0.0102  0.0124
Si  0.0128  -0.0115  -0.0313
Si  0.0252  -0.0014  -0.0446
Si  -0.0004  -0.0274  -0.0118
Si  -0.0312  0.0025  -0.0147
Si  0.0266  -0.0078  0.0192
Si  -0.0022  0.0094  -0.0085
Si  -0.0015  0.015  -0.0057
Si  -0.0277  0.0102  -0.0004
Si  -0.0074  0.0102  0.0098
Si  0.0359  -0.0094  0.0093
Si  0.0247  -0.0078  0.0145
Si  -0.0202  -0.0168  0.0145
Si  -0.003  -0.0261  -0.0114
Si  -0.0086  0.0068  -0.0296
Si  -0.0449  0.01  -0.0182
Si  -0.0246  0.0115  -0.0024
Si  -0.0093  0.0202  -0.0043
Si  0.0181  0.0061  -0.0065
Si  -0.0206  -0.0197  -0.0488
Si  0.0388  0.0098  0.0378
Si  0.0089  0.0129  -0.0537
Si  0.0144  -0.0058  0.0196
Si  -0.0017  0.0084  -0.0396
Si  -0.0113  0.0077  0.0038
Si  0.0077  -0.0242  -0.0057
Si  0.0135  -0.0084  0.0494
Si  0.0088  -0.0123  -0.0404
Si  -0.0203  -0.0003  0.0143
Si  -0.002  0.003  0.0147
Si  -0.0011  0.0154  0.0081
Si  0.0093  -0.0161  -0.0248
Si  -0.0041  0.0177  0.0158
Si  -0.0057  -0.007  -0.0366
Si  0.0122  -0.0205  -0.0376
Si  0.0138  0.0184  0.0008
Si  0.0032  0.0029  0.0105
Si  0.0255  0.0009  0.0329
Si  0.0019  -0.0028  0.0338
Si  0.0119  0.018  -0.0159
Si  0.0188  -0.022  -0.004
Si  0.0057  0.0099  -0.0352
Si  0.0238  0.0326  0.0118
Si  -0.0089  -0.0189  -0.0152
Si  -0.0242  0.0127  -0.049
Si  0.0207  0.0119  0.0005
Si  -0.0189  0.0242  0.0237
Si  -0.0198  0.0155  0.0161
Si  -0.0395  0.0077  -0.0323
Si  0.0046  0.0089  0.0154
Si  0.0098  -0.0146  0.0176
Si  -0.0296  0.0314  0.0077
Si  -0.0222  -0.0132  0.0082
Si  0.0233  0.0048  0.0111
Si  -0.0276  -0.0145  0.0171
Si  0.0065  0.0055  0.0186
Si  0.0198  -0.0111  -0.0002
Si  0.0077  0.0026  0.0058
Si  -0.0274  0.005  0.0071
Si  0.0464  -0.0101  0.0376
Si  -0.0094  -0.0085  0.0587
Si  -0.0079  0.0257  0.0285
Si  -0.0316  0.0092  0.0404
Si  0.0021  0.0056  0.0502
Si  -0.0129  0.0267  0.0216
Si  -0.0271  0.0328  -0.0054
Si  -0.0007  -0.0086  -0.0088
Si  0.0172  0.0073  0
Si  -0.0028  0.0053  -0.007
Si  0.0498  0.0088  0.0158
Si  0.018  0.0373  0.0151
Si  0.023  -0.0231  -0.0138
Si  -0.0313  0.0018  0.0147
Si  -0.0127  -0.0151  -0.0276
Si  0.0475  -0.0008  0.0104
Si  0.0817  -0.024  -0.033
Si  0.0254  -0.0143  0.0101
Si  -0.0234  0.0484  0.014
Si  -0.0153  -0.0105  0.0042
Si  0.2399  -0.2611  -0.3629
Si  0.0068  0.0563  -0.0057
Si  -0.0154  -0.0365  0.0462
Si  0.0132  0.0156  0.0208
Si  -0.2193  0.2771  -0.427
Si  -0.0076  -0.0258  0.005
Si  -0.0008  -0.069  0.0139
Si  -0.0137  0.0307  0.0531
Si  0.0147  -0.0129  0.0556
Si  0.0373  -0.0167  0.0591
Si  -0.006  0.0261  0.0135
Si  -0.0242  -0.0224  -0.0167
Si  0.0307  -0.0164  0.052
Si  -0.0109  0.0475  0.0944
Si  0.0212  -0.0228  0.05
Si  -0.0443  -0.0171  0.0373
Si  0.0033  -0.0355  -0.0017
Si  -0.0197  0.0613  0.0076
Si  0.0212  0.0138  0.0016
Si  0.0065  0.0062  -0.0025
Si  0.0237  0.0011  -0.0532
Si  0.0212  -0.0265  0.0353
Si  0.0185  0.0127  0.0314
Si  -0.0106  0.0314  0.0393
Si  -0.0023  -0.0121  0.019
Si  0.0281  0.0154  0.0098
Si  -0.0162  -0.0064  0.0256
Si  -0.4549  -0.4002  -0.0921
Si  0.0833  0.097  -0.6078
Si  0.2899  0.3426  -0.2279
Si  -0.0956  -0.0418  -0.0515
Si  0.0379  0.2784  -0.5621
Si  -0.174  -0.0884  -0.6239
Si  0.0316  0.2595  -0.6719
Si  0.4242  0.0875  -0.293
Si  -0.1376  0.0239  -0.6685
Si  0.152  0.1445  -0.6164
Si  -0.5334  0.056  -0.103
Si  0.0015  0.0093  0.0522
Si  -0.1727  -0.1601  -0.6145
Si  0.3145  -0.1994  -0.566
Si  0.2137  0.1917  -0.5058
Si  -0.1775  -0.2228  -0.4864
Si  0.1413  0.2366  -0.4943
Si  -0.1712  0.0219  -0.7456
Si  -0.408  -0.2256  -0.6648
Si  0.1373  0.126  -0.6325
Si  0.0859  0.1872  -0.4662
Si  -0.1378  -0.1816  -0.611
Si  -0.169  -0.1225  -0.6989
Si  0.4106  0.2635  -0.728
Si  0.0065  0.0012  0.0798
Si  -0.0799  -0.2339  -0.5629
Si  0.0917  0.2573  -0.5806
Si  0.0165  -0.212  -0.6946
Si  0.1622  0.1116  -0.6164
Si  -0.0207  -0.0298  0.0276
Si  0.1354  0.2113  -0.5937
Si  0.0463  0.0419  0.0567
Si  -0.2322  -0.1659  -0.7076
Si  0.2763  0.2237  -0.6841
Si  -0.0982  -0.0039  -0.6723
Si  0.1013  0.008  -0.6199
Si  -0.0774  -0.0274  0.0986
Si  -0.1323  0.1102  0.1075
Si  -0.3937  -0.3528  -0.4463
Si  0.4828  -0.0489  -0.2259
Si  0.0606  -0.01  0.0022
Si  0.0223  0.0768  -0.0539
Si  -0.0983  -0.0463  -0.0284
Si  0.0269  -0.071  0.0711
Si  -0.0133  -0.0108  0.0399
Si  0.048  -0.0024  -0.0495
Si  0.1627  -0.1081  -0.2345
Si  -0.0136  -0.26  0.5985
Si  -0.0753  0.1349  -0.1005
Si  -0.0713  -0.0855  0.0019
Si  -0.0716  0.0499  0.041
Si  -0.0218  -0.0028  -0.1429
Si  0.0495  0.0241  0.1325
Si  0.0141  -0.0679  -0.053
Si  -0.0945  -0.0029  0.0064
Si  0.0523  0.0227  0.1086
Si  0.0086  -0.0676  0.0887
Si  -0.0681  -0.0315  0.19
Si  -0.0003  -0.0187  0.0044
Si  0.0819  0.0223  -0.6659
Si  -0.0672  -0.1592  0.0363
Si  -0.0659  0.1926  0.6978
Si  0.2788  0.3184  0.6141
Si  -0.3968  -0.1598  0.5557
Si  0.0268  -0.0663  -0.0546
Si  -0.2336  0.3527  -0.3839
Si  -0.0207  -0.0958  -0.0663
Si  0.1247  -0.6526  -0.1095
Si  -0.1881  0.2079  -0.6407
Si  -0.0049  -0.0022  0.0046
Si  -0.0401  0.0616  0.1058
Si  -0.0129  -0.0241  -0.0423
Si  0.0059  0.4928  0.4581
Si  0.009  0.0612  0.1593
Si  -0.01  0.1027  0.0502
Si  0.0327  -0.088  -0.0176
Si  -0.1441  -0.1345  -0.0857
Si  0.1202  -0.0195  -0.1454
Si  0.048  0.0611  -0.0411
Si  -0.0325  -0.087  0.0785
Si  0.0195  -0.0698  0.0282
Si  0.2833  0.3894  -0.3053
Si  0.34  0.359  -0.497
Si  -0.0427  0.0383  0.118
Si  0.0171  -0.0055  0.081
Si  -0.0024  -0.0234  -0.0449
Si  0.3623  -0.3888  0.4314
Si  0.0739  -0.0963  -0.118
Si  0.0058  0.0825  0.5741
Si  0.6261  -0.1608  0.2413
Si  -0.0164  0.046  0.0196
Si  0.1228  -0.0225  -0.0849
Si  0.6705  -0.0327  0.2193
Si  0.056  -0.0632  0.0356
Si  0.2701  -0.5966  -0.1757
Si  -0.0037  0.0699  0.0304
Si  -0.0059  -0.0938  -0.0026
Si  0.0363  0.0522  -0.1868
Si  -0.0384  -0.0058  -0.1328
Si  -0.1083  0.0257  -0.0187
Si  -0.1425  0.6484  0.0102
Si  0.0637  0.1058  -0.075
Si  0.1543  0.0639  -0.0119
Si  0.0537  -0.0837  0.0673
Si  0.043  0.0057  0.1038
Si  0.066  0.0007  0.0658
Si  -0.3566  -0.2277  0.4113
Si  -0.1256  -0.0186  -0.0172
Si  0.0741  -0.0402  -0.0321
Si  -0.0897  -0.0516  0.005
Si  -0.4174  0.1368  -0.2757
Si  0.0555  -0.0599  -0.02
Si  0.0434  -0.1185  0.1321
Si  -0.035  0.0189  0.0056
Si  0.0603  0.0201  -0.1121
Si  -0.0031  -0.0477  -0.0399
Si  -0.2181  0.1721  0.4881
Si  -0.0506  -0.0564  -0.2456
Si  0.1192  0.0558  -0.0693
Si  -0.0675  0.0133  0.0064
Si  0.4008  -0.4376  0.0125
Si  0.0197  -0.0323  0.1695
Si  -0.2715  -0.0502  -0.3373
Si  -0.075  -0.0287  -0.0835
Si  -0.0687  0.0141  0.0993
Si  -0.076  0.0056  -0.1006
Si  0.0746  -0.1112  -0.0512
Si  -0.2853  0.3203  0.597
Si  0.0743  0.0563  -0.1254
Si  -0.0326  0.0735  0.0024
Si  0.0571  -0.0452  -0.0533
Si  -0.2557  -0.335  -0.4612
Si  0.1058  -0.0163  0.0572
Si  -0.0867  0.0322  -0.1407
Si  0.1033  -0.0701  -0.058
Si  0.0071  0.1169  -0.1112
Si  -0.0216  0.0139  -0.0567
Si  0.1252  -0.1735  -0.0353
Si  0.0158  0.0852  0.0626
Si  0.0334  -0.1956  0.0887
Si  -0.0664  0.065  -0.0523
Si  -0.2771  0.2243  0.4528
Si  0.0576  -0.1284  0.2116
Si  -0.0344  -0.1617  -0.1716
Si  0.013  -0.0105  -0.0028
Si  0.0042  -0.0014  0.0126
Si  -0.0066  -0.0023  0.005
Si  0.0077  -0.0068  -0.0027
Si  -0.0187  -0.0086  -0.0126
Si  -0.0247  -0.004  -0.0081
Si  -0.0084  0.0064  -0.0036
Si  -0.0018  0.009  0.003
Si  -0.004  -0.0016  0.0041
Si  0.0177  0.0091  0.0022
Si  0.0116  -0.0031  -0.0089
Si  -0.0027  -0.0016  0.0111
Si  0.0168  0.0101  0.0081
Si  0.0043  0.0005  -0.0028
Si  -0.0146  0.0078  -0.0034
Si  0.001  0.0082  0.0002
Si  -0.0128  -0.0018  -0.0067
Si  0.0023  -0.0061  -0.0033
Si  -0.0044  -0.0064  -0.0023
Si  -0.0156  -0.0033  -0.0084
Si  -0.0057  -0.0187  0.002
Si  0.0114  0.0006  0.0098
Si  -0.0012  0.0035  -0.0053
Si  0.0183  0.0166  0.0009
Si  0.0059  0.0198  -0.0052
Si  0.0044  0.0002  -0.0049
Si  -0.0019  -0.0163  0.0042
Si  -0.0255  -0.0115  -0.0032
Si  0.0062  -0.008  0.0042
Si  0.0091  -0.0017  -0.0047
Si  -0.0132  0.0067  -0.0007
Si  -0.0163  0.0036  0.0018
Si  0.0139  0.0121  0.0082
Si  0.0075  -0.0046  -0.0016
Si  0.0082  0.0057  -0.005
Si  0.0045  -0.0008  0.0031
Si  -0.0188  0.0138  0.0087
Si  -0.0195  0.011  -0.0012
Si  0.0037  0.0017  0.0023
Si  0.0026  -0.0051  0.0033
Si  0.0002  -0.0115  -0.0029
Si  -0.0045  0.0075  -0.0019
Si  -0.0007  -0.0082  -0.0062
Si  0.0135  -0.0045  -0.0062
Si  -0.002  0.0027  -0.0022
Si  0.0048  0.0026  -0.0035
Si  -0.0012  0.0008  0.0085
Si  0.0082  -0.004  0.0062
Si  -0.0114  0.0088  -0.0029
Si  -0.017  -0.0038  0.0046
Si  0.0205  -0.0089  0.0062
Si  -0.0005  -0.007  0.0003
Si  -0.0104  -0.0034  -0.0031
Si  0.0011  0.0048  -0.01
Si  0.0084  0.0086  0.0001
Si  0.0001  0.003  -0.001
Si  0.001  0.002  0.0018
Si  -0.0097  0.012  -0.0053
Si  0.0009  0.0004  0.0026
Si  0.0102  -0.0075  -0.0037
Si  -0.008  -0.0024  0.0059
Si  0.01  -0.0067  0.0056
Si  0.0032  0.0128  -0.0005
Si  -0.0061  0.0064  -0.0014
Si  0.0029  -0.0073  -0.0086
Si  0.01  -0.0005  -0.006
Si  0.0026  0.0033  0.003
Si  0.0075  -0.0063  0.0015
Si  -0.0082  0.0096  -0.0057
Si  0.0013  -0.0074  0.0064
Si  0.0078  -0.0054  -0.0049
Si  -0.0063  0.0006  0.0051
Si  -0.0048  -0.007  -0.0037
Si  -0.0011  -0.0009  -0.0037
Si  0.0003  0.0035  0.0045
Si  -0.0002  0.0068  0.002
Si  -0.0046  0.0005  -0.0028
Si  -0.0039  -0.008  -0.0033
Si  -0.0048  -0.0158  -0.0008
Si  0.0043  0.0019  0.0014
Si  -0.0008  0.0037  -0.0026
Si  -0.0004  0.0011  -0.0004
Si  0.0035  0.0044  0.0043
Si  -0.0033  0.0046  0.003
Si  0.0043  0.0017  -0.0035
Si  0.006  0.0103  -0.0002
Si  0.004  0.004  0.0048
Si  -0.0066  -0.0065  -0.0021
Si  -0.0018  0.001  -0.0034
Si  -0.003  -0.0121  -0.0006
Si  -0.0087  -0.0059  -0.0076
Si  0.0145  0.008  -0.0035
Si  -0.0015  -0.0008  0.0016
Si  -0.01  -0.0222  0.0017
Si  0.005  0.0024  0.0024
Si  0.0053  0.0094  -0.001
Si  0.0087  0.0197  -0.0011
Si  0.001  0.0049  0.0004
Si  0.0014  0.0014  -0.0025
Si  -0.0012  -0.0034  0.0025
Si  0.0019  -0.0015  -0.0002
Si  -0.0057  -0.0042  -0.001
Si  -0.0066  0.0006  0.0016
Si  0.0032  -0.001  0.0043
Si  0.0005  0.0027  -0.0061
Si  -0.0019  0.0071  0.0041
Si  0.005  -0.0059  0.0017
Si  -0.0025  -0.0006  -0.0015
Si  -0.0068  0.0031  0.0001
Si  0.0015  0.0049  -0.0033
Si  -0.0025  -0.0024  0.0014
Si  0.003  -0.0018  0.0004
Si  -0.0001  -0.002  0.0017
Si  -0.011  0.0133  0.0026
Si  -0.0027  0.005  -0.004
Si  0.0036  0.0011  -0.0007
Si  0.0054  -0.003  0
Si  0.0039  -0.0041  -0.0002
Si  0.0065  -0.0048  0.003
Si  -0.007  0.0012  -0.0025
Si  -0.0015  0.0025  -0.0028
Si  0.0046  -0.0046  0.0019
Si  0.0003  -0.0008  0.0064
Si  -0.0008  0.0053  -0.0042
Si  -0.0052  0.009  -0.001
Si  0.0015  -0.0002  -0.0023
Si  0.0063  -0.0025  -0.0031
Si  -0.0051  0.0012  0.0015
Si  -0.0055  0.0101  0.003
Si  0.0018  0.0071  -0.004
Si  0.0029  -0.0076  -0.0029
Si  0.0086  -0.0114  -0.0036
Si  0.0079  -0.0068  0.0035
Si  -0.0054  -0.0006  0.0019
Si  0.0004  0.0009  0.0026
Si  -0.0007  0.0041  -0.0003
Si  0.0047  -0.0057  0.0015
Si  0.0084  -0.0031  -0.0004
Si  -0.0048  0.0051  0.0028
Si  -0.0102  0.0062  -0.0007
Si  -0.004  0.0078  0.0004
Si  0.0069  -0.0115  0.0015
Si  0.0028  -0.0088  -0.0004
Si  -0.001  0.0066  0.0014
Si  -0.0005  -0.0016  -0.0014
Si  -0.0002  0.0001  -0.0012
Si  -0.0003  0.0107  0.0026
Si  -0.0057  -0.0001  0.0018
Si  -0.0066  -0.0005  -0.002
Si  0.0027  -0.0114  0
Si  -0.0004  -0.0018  -0.0013
Si  0.002  0.0007  -0.0003
Si  -0.0047  0.0056  -0.0002
Si  0.0002  -0.0011  -0.0017
Si  0.0011  -0.0032  -0.0014
Si  0.0022  -0.0035  0.001
Si  -0.0073  0.0019  -0.0015
Si  -0.0025  0.0013  -0.0004
Si  -0.001  0.0047  0
Si  0.0039  -0.0079  0.0004
Si  0.0065  -0.0008  0
Si  0.0036  -0.0038  -0.0044
Si  -0.0048  0.0086  -0.0008
Si  0.0075  -0.0016  0.0003
Si  -0.003  -0.0078  0.0027
Si  0.0024  -0.0005  0.0013
Si  0.0032  0.0007  -0.0002
Si  0.0005  0.005  -0.0009
Si  0.0007  0.0073  -0.0002
Si  0.0081  0.0024  0.0026
Si  0.0026  -0.0032  0.0012
Si  0.0015  -0.0038  0.0025
Si  -0.0005  0.0092  0.0017
Si  -0.0023  0.0043  0.0037
Si  0.006  0.003  0.0021
Si  0.0079  -0.0048  0.0004
Si  -0.0046  -0.001  0.0027
Si  -0.0074  0.0002  -0.0005
Si  -0.0072  0.0021  0.0016
Si  -0.0014  -0.0056  -0.0005
Si  -0.0034  0.0033  -0.0024
Si  0  0.0037  -0.0016
Si  -0.0079  0.0008  0.0001
Si  -0.0028  -0.0036  -0.0003
Si  0.0033  -0.0034  -0.0002
Si  -0.002  0.0061  -0.0019
Si  -0.0068  0.005  0.0011
Si  -0.0003  0.0048  -0.0003
Si  0.0023  -0.0011  0
Si  0.0061  -0.002  -0.0002
Si  -0.0019  -0.0023  0.0017
Si  -0.0007  0.0047  -0.0038
Si  0.0055  0.0047  0.0003
Si  0.0023  -0.0039  -0.0011
Si  0.0023  0.0005  0.0031
Si  -0.0035  0.0026  0.0018
Si  -0.0055  0.0039  0.0029
Si  -0.004  -0.0004  -0.0014
Si  0.0012  -0.0019  0.0004
Si  0.0016  -0.0025  -0.0022
Si  0.0021  0.0035  0.0018
Si  0.0016  0.0015  -0.0006
Si  -0.0004  0.0013  0.0033
Si  0.0033  -0.0037  -0.0028
Si  0.0033  -0.004  -0.0001
Si  0.0012  -0.0015  -0.0023
Si  -0.0024  0.0006  -0.0016
Si  0.0033  0.0045  -0.0007
Si  0.0071  0.0013  -0.0015
Si  0.0044  -0.0105  0.0009
Si  -0.0025  -0.0019  0.0023
Si  -0.0045  0.0072  0.0012
Si  -0.0006  0.0041  0.0034
Si  0.0006  -0.0033  0.0004
Si  0.0051  -0.0073  0.002
Si  0.0021  0.0046  -0.0021
Si  0.0013  -0.0015  -0.0007
Si  0.0021  -0.0009  0.0015
Si  0.0016  -0.0055  -0.0012
Si  -0.0021  0.0075  0.0003
Si  0.0003  0.0043  -0.0008
Si  -0.0087  0.0021  0.004
Si  0.0056  -0.0087  0.0024
Si  -0.0017  -0.0003  0.0018
Si  -0.0021  -0.0003  0.0004
Si  -0.0058  0.0013  -0.0016
Si  -0.0005  -0.0007  0.0008
Si  0  -0.0019  0.0007
Si  -0.0028  -0.0047  -0.0036
Si  -0.001  0.0042  -0.0034
Si  -0.0059  0.0076  -0.0042
Si  -0.001  -0.0024  0.0016
Si  0.0106  -0.0076  0.0028
Si  0.0019  0.0027  -0.0021
Si  0.0058  0.0013  -0.0016
Si  0.0002  0.0047  0.0035
Si  -0.0013  -0.0008  0.0024
Si  0.0056  -0.0039  0.0055
Si  0.0052  0.0002  0.005
Si  -0.0035  -0.0012  -0.0044
Si  -0.0067  0.0112  0.0025
Si  -0.0004  0.0044  0.0038
Si  0.0043  0.0021  0.0008
Si  0.0016  -0.0035  0.0023
Si  0.0063  -0.0024  -0.0005
Si  -0.0027  0.0058  0.0047
Si  0.0081  -0.0004  0.0018
Si  0.006  -0.0081  0.0029
Si  0.0021  0.0031  0.0034
Si  -0.0009  0.003  0.0021
Si  -0.0067  0.0038  0.0018
Si  -0.0078  -0.001  0.004
Si  -0.0009  -0.0064  0.0007
Si  -0.0012  0.0073  -0.0068
Si  -0.0057  0.0001  0.0021
Si  -0.0111  -0.0024  -0.0019
Si  -0.0045  -0.009  0.004
Si  0.0048  0.0051  -0.0021
Si  0.0031  0.0071  0.0052
Si  0.0082  0.0016  0.0014
Si  -0.0007  0.0035  0.0052
Si  -0.0049  0.0076  0.0032
Si  0.0021  0.0007  0
Si  0.0057  0.001  -0.0031
Si  -0.0015  -0.0013  0
Si  -0.0005  -0.0002  -0.0039
Si  -0.0063  -0.008  0.0052
Si  -0.0042  -0.009  0.0032
Si  0.0014  0.0101  0.0057
Si  0.0021  -0.0091  -0.0025
Si  -0.0099  -0.0057  0.0009
Si  0.0053  0.0046  -0.0073
Si  0.0077  -0.0016  0.0029
Si  0.0084  0.0081  -0.004
Si  0.0139  0.0084  -0.0025
Si  -0.0009  -0.009  -0.0049
Si  0.0051  -0.0019  0.0022
Si  0.0005  -0.0046  -0.0047
Si  0.0014  0.0004  0.0013
Si  0.0026  -0.0016  -0.0006
Si  -0.0063  -0.0038  0.0042
Si  0  0.0015  -0.0029
Si  -0.0028  0.007  0.0051
Si  -0.0018  0.0079  0.0023
Si  0.0041  -0.0033  0.0045
Si  -0.0014  0.0011  -0.0036
Si  -0.0037  -0.006  0.0007
Si  0.0023  0.0088  -0.002
O  -0.0754  0.3462  -0.4028
O  0.0527  0.4037  0.3316
O  0.4967  0.0066  -0.2384
O  -0.1441  -0.2918  -0.4957
O  0.1771  0.1189  -0.1502
O  0.421  0.4005  -0.1286
O  0.1634  0.0031  -0.228
O  0.3043  -0.0178  -0.2223
O  -0.256  0.0803  -0.2812
O  -0.4954  -0.1179  0.0293
O  0.2794  0.6331  0.0256
O  0.3243  -0.287  0.0214
O  -0.1927  -0.1761  -0.3978
O  -0.0148  0.2004  0.016
O  -0.2425  0.4117  -0.3757
O  -0.0705  -0.3196  -0.0806
O  0.182  -0.1273  -0.2031
O  -0.3863  0.2106  0.1515
O  0.0588  -0.009  0.5314
O  0.0899  -0.0491  0.0434
O  0.005  0.2438  0.063
O  -0.0441  -0.1185  0.3169
O  -0.2011  0.0243  0.3689
O  0.4826  -0.007  -0.0535
O  -0.042  0.3178  -0.0734
O  0.0845  -0.2357  0.4268
O  0.2373  0.144  0.2234
O  -0.1845  0.0479  0.2909
O  -0.4295  0.2884  -0.3238
O  -0.6217  -0.2471  -0.0061
O  0.1526  -0.3265  -0.1301
O  -0.2968  -0.0744  -0.3807
O  -0.1636  0.123  -0.2808
O  0.3954  -0.2819  0.2073
O  -0.0541  -0.1439  -0.5005
O  0.0001  0.3577  -0.1651
O  -0.1762  0.1274  -0.1836
O  -0.0651  -0.1687  0.2888
O  0.0179  0.1563  0.0979
O  -0.4117  0.1631  0.175
O  0.0592  -0.1778  0.2125
O  -0.2483  -0.1247  -0.0462
O  -0.2319  -0.0068  0.3516
O  0.2521  0.269  0.2526
O  -0.2638  0.1304  -0.4637
O  0.3531  -0.1932  0.4857
O  -0.0981  -0.4077  0.114
O  0.1026  0.0403  0.1755
O  -0.3092  -0.2199  -0.0261
O  -0.3489  0.175  -0.103
O  0.0884  0.4589  0.1602
O  0.0216  -0.227  -0.3159
O  0.0551  0.376  0.1312
O  0.0148  -0.3262  0.1085
O  0.1121  0.139  0.4699
O  -0.5649  -0.1288  0.1215
O  -0.2656  0.0876  -0.0753
O  0.4628  -0.0693  0.0707
O  0.0533  0.3699  0.5905
O  0.2559  0.0238  0.2271
O  -0.1037  0.1138  -0.0979
O  0.0497  0.1184  0.0874
O  -0.099  0.5114  -0.0584
O  -0.0424  -0.6652  0.1405
O  0.0931  -0.2998  0.1513
O  0.0911  0.0927  0.3031
O  0.3641  -0.0545  0.0895
O  -0.4362  -0.3773  -0.0586
O  0.3803  -0.0268  -0.2792
O  0.5073  -0.1074  0.1872
O  0.039  -0.0722  -0.1361
O  -0.3746  -0.4361  0.1229
O  -0.0481  -0.2555  0.3009
O  -0.6201  -0.0258  -0.0212
O  -0.3527  -0.1433  0.5216
O  -0.4894  -0.1185  -0.2181
O  0.2284  -0.4039  0.0836
O  -0.1173  -0.0025  -0.2617
O  0.2075  0.1203  0.2919
O  -0.1368  -0.4779  -0.1743
O  -0.0878  -0.122  -0.4434
O  -0.3435  0.0081  0.368
O  -0.1058  0.39  0.0859
O  0.0776  -0.2186  -0.4119
O  0.1189  0.0031  0.4712
O  0.0444  -0.04  0.4927
O  -0.1749  -0.2904  -0.2601
O  0.5646  -0.4737  -0.2182
O  0.4116  0.1353  0.347
O  0.1697  0.1068  0.3264
O  0.0669  0.0207  -0.1022
O  -0.0671  0.2903  -0.0624
O  0.2824  -0.2331  -0.3118
O  -0.0698  0.07  -0.1842
O  0.0904  0.235  0.0967
O  0.1215  0.378  -0.2634
O  0.068  0.1122  -0.1303
O  0.6442  0.0509  -0.198
O  0.1742  0.4016  0.3744
O  0.4046  -0.266  -0.016
O  0.1529  0.1831  0.4502
O  0.3713  0.3007  0.5052
O  0.0235  -0.2759  0.1321
O  -0.3885  -0.023  -0.431
O  -0.3552  -0.042  0.0411
O  -0.2448  0.4733  0.1103
O  0.0052  -0.2011  -0.2259
O  0.5561  -0.4699  0.1442
O  -0.0494  0.4301  -0.0698
O  -0.3078  -0.1506  -0.3193
O  0.2221  -0.0088  0.439
O  -0.4332  -0.0472  0.1555
O  -0.0078  0.2821  -0.3899
O  -0.3944  0.0676  -0.1004
O  -0.2284  0.6239  -0.109
O  -0.3569  -0.1859  0.484
O  0.2943  -0.4702  -0.1682
O  -0.2087  0.0558  -0.6167
O  -0.5161  -0.4651  -0.1959
O  0.3721  0.3763  0.3505
O  -0.149  0.2505  0.01
O  0.0137  0.7098  -0.1714
O  -0.2912  0.2141  -0.3131
O  -0.5696  0.181  -0.0634
O  -0.2561  0.3368  -0.2204
O  0.1601  -0.3153  -0.1373
O  -0.182  0.3397  0.5216
O  -0.462  0.3694  -0.0026
O  0.0883  -0.239  0.1359
O  0.19  0.1772  -0.3692
O  -0.0582  -0.1998  -0.1929
O  -0.1759  -0.0522  -0.1643
O  -0.1973  0.5796  -0.1483
O  -0.5843  -0.2551  0.0377
O  -0.2366  -0.1134  0.1545
O  -0.2594  -0.2069  0.0759
O  0.511  0.0624  0.4923
O  -0.0845  -0.2547  -0.0584
O  -0.4439  -0.0139  0.0564
O  -0.0689  -0.0498  0.0825
O  -0.1487  0.0345  -0.4436
O  0.0862  -0.107  0.1474
O  0.2992  0.0699  0.2187
O  0.2866  -0.399  -0.1768
O  0.4994  -0.0764  -0.162
O  0.0784  0.243  0.3459
O  0.2699  -0.089  0.2613
O  -0.1028  0.4276  0.3787
O  -0.0757  -0.0736  0.4138
O  0.2911  0.0422  -0.0991
O  0.0002  -0.0259  0.1797
O  0.2552  0.5495  -0.13
O  0.3673  -0.0228  0.279
O  -0.4461  -0.3507  -0.0545
O  0.4484  -0.2803  0.4544
O  -0.2738  -0.5779  -0.035
O  -0.0925  0.0291  0.0769
O  0.0686  -0.2359  0.0542
O  0.1955  -0.179  0.1
O  0.2676  -0.3121  0.3124
O  -0.0858  0.1327  -0.1674
O  0.2347  -0.6211  0.2827
O  0.0063  0.2411  -0.3927
O  0.1  -0.0475  0.2613
O  0.2004  0.6467  -0.0024
O  -0.0748  -0.433  -0.0668
O  -0.3194  0.6748  0.2492
O  -0.3337  -0.3044  0.2807
O  0.136  0.3115  -0.4995
O  0.3789  0.0179  0.1139
O  0.4537  -0.0799  0.4441
O  -0.2444  0.2796  -0.2439
O  0.4225  0.1285  -0.4143
O  -0.2778  0.355  0.5674
O  -0.2966  -0.1407  0.0609
O  0.1926  -0.0421  0.4473
O  -0.3422  -0.053  0.3833
O  -0.0185  0.0546  0.0172
O  -0.0214  -0.0626  -0.1327
O  -0.2129  0.0387  0.1369
O  0.1222  0.1434  -0.2305
O  -0.4251  -0.2818  0.3161
O  -0.2228  0.5515  -0.2433
O  0.4602  0.0539  0.3367
O  0.2113  0.1151  0.2986
O  0.482  -0.4101  -0.0134
O  -0.2396  0.3169  0.1106
O  0.4775  0.3537  0.2718
O  0.2076  -0.387  -0.0512
O  -0.1309  0.0302  0.2399
O  -0.2137  0.2417  -0.1041
O  0.2038  -0.2224  -0.3527
O  0.2226  0.3526  -0.4929
O  0.6401  0.3757  -0.0744
O  -0.1698  -0.3231  -0.1798
O  0.2084  -0.1205  -0.1668
O  -0.4862  -0.4308  -0.0768
O  0.4416  -0.014  0.2746
O  0.1981  -0.4053  -0.2967
O  0.0527  0.4349  -0.2081
O  -0.2328  -0.1671  -0.0001
O  0.0258  0.0874  -0.0286
O  -0.3409  0.3673  0.2313
O  0.2924  0.1859  -0.4697
O  0.3218  0.1786  0.0478
O  -0.2502  -0.0829  -0.1419
O  -0.0435  0.2289  -0.3199
O  -0.1955  0.1364  0.4981
O  0.1855  0.3952  0.1477
O  0.0244  0.5623  0.0365
O  0.0095  0.1662  0.0224
O  0.0924  -0.4217  -0.2195
O  0.1722  0.0306  0.3621
O  0.0503  -0.0468  -0.7661
O  0.1264  0.0177  0.1905
O  0.1788  -0.3569  0.5473
O  -0.0556  0.4352  -0.1514
O  0.0043  -0.459  0.3931
O  -0.2554  0.0818  -0.0771
O  -0.3139  0.0533  0.2416
O  -0.0414  -0.1229  -0.2875
O  0.0706  -0.0502  0.6578
O  0.5592  0.165  -0.0293
O  0.6082  -0.139  0.0189
O  0.1719  -0.4038  0.0826
O  0.4327  -0.441  -0.1754
O  -0.0743  -0.5228  0.186
O  0.2523  0.1857  -0.3832
O  0.2269  -0.0669  -0.6758
O  -0.1421  0.1322  -0.1222
O  0.2294  0.0756  0.3814
O  -0.0588  0.0534  0.3521
O  0.2122  0.1098  -0.3897
O  0.3811  0.3011  -0.0217
O  0.018  0.1543  -0.0012
O  0.5508  -0.1628  -0.0971
O  -0.6896  0.116  0.0302
O  -0.4626  -0.1733  -0.3055
O  0.0462  -0.1441  0.2883
O  0.0063  0.4038  -0.3208
O  0.3689  0.2913  -0.0207
O  0.5205  -0.051  0.0677
O  -0.1674  -0.1768  0.378
O  -0.1493  -0.3872  0.4074
O  -0.1042  -0.247  0.0418
O  0.0246  -0.1857  -0.1385
O  -0.0563  -0.2317  -0.4114
O  -0.1229  -0.1794  0.5037
O  0.0435  -0.4485  -0.5574
O  -0.0856  -0.3377  -0.1762
O  -0.7084  -0.041  0.006
O  -0.2854  -0.122  0.0652
O  0.0224  0.3421  -0.357
O  0.4721  0.2876  -0.1212
O  -0.1472  0.1451  0.3382
O  -0.3531  -0.028  -0.3222
O  0.2031  0.0517  0.4411
O  0.6712  0.0749  0.2026
O  -0.4794  -0.3575  -0.2117
O  0.331  0.3115  -0.2989
O  0.1145  -0.4982  0.0379
O  0.0603  0.4579  0.0297
O  -0.0495  -0.3475  -0.1332
O  -0.2837  -0.4027  0.1869
